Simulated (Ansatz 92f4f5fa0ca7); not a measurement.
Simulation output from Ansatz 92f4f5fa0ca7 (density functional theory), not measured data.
Periodic cell of 192 atoms, Si128O64, from a study of silicon, its oxide and their interface. The atomic structure is a simulated model.
This geometry differs little from another in the collection (a relaxation step or a small displacement).

Settings
functional: r2SCAN
potential files: Ansatz PAW
basis: plane waves
wave-function cutoff: 800 eV
density cutoff ratio: 5
exchange-correlation grid ratio: 1
k mesh: 1 x 1 x 1, shifted by 0.5 0.5 0 of a step
self-consistency stop: 1e-10 eV per atom in the density residual
occupations: fixed
spin: none
net charge: 0

Cell vectors (angstrom)
a, 10.888, 0, 0
b, 0, 10.888, 0
c, 0, 0, 28.5667

Atoms: element, x, y, z (angstrom)
Si, 0.2256, -0.0639, -0.0706
Si, 2.7469, 2.6958, 0.4458
Si, 0.6651, 5.0011, -0.0528
Si, 2.3642, 8.4685, -0.0614
Si, 4.8985, 0.5167, 0.1072
Si, 7.8335, 2.8344, 0.1645
Si, 5.6196, 4.979, 0.2174
Si, 8.5931, 8.3668, -0.5296
Si, 1.3039, 1.2875, 1.5161
Si, 4.1233, 4.023, 1.6918
Si, 1.4154, 6.7804, 1.3302
Si, 3.9532, 9.5964, 1.3005
Si, 6.6163, 1.4006, 1.5009
Si, 9.6061, 4.0701, 1.1677
Si, 6.7679, 6.6232, 1.3818
Si, 9.5861, 9.5753, 1.2187
Si, -0.0798, 2.7251, 2.7159
Si, 2.6771, -0.0582, 2.8389
Si, -0.0364, 8.1208, 2.6484
Si, 2.7587, 5.5311, 2.8153
Si, 5.4335, 2.6794, 3.0203
Si, 8.1173, -0.032, 2.6238
Si, 5.4143, 8.1744, 2.6006
Si, 8.255, 5.3859, 2.7039
Si, 1.3369, 4.0951, 4.063
Si, 4.0235, 1.3001, 4.2263
Si, 1.3058, 9.45, 4.1006
Si, 4.1292, 6.8674, 4.1173
Si, 6.8819, 4.0879, 4.1606
Si, 9.4635, 1.3358, 4.0497
Si, 6.7838, 9.4968, 4.0149
Si, 9.5256, 6.7954, 4.0732
Si, -0.0379, -0.0172, 5.4161
Si, 2.6731, 2.7369, 5.4779
Si, 0, 5.4454, 5.4469
Si, 2.7181, 8.1657, 5.475
Si, 5.4548, -0.053, 5.4697
Si, 8.182, 2.6894, 5.4931
Si, 5.4834, 5.4755, 5.4569
Si, 8.147, 8.1578, 5.4135
Si, 1.3191, 1.3499, 6.8012
Si, 4.0902, 4.0976, 6.7931
Si, 1.3672, 6.791, 6.8121
Si, 4.0755, 9.5199, 6.8347
Si, 6.798, 1.337, 6.82
Si, 9.5413, 4.0765, 6.8197
Si, 6.8192, 6.8226, 6.8241
Si, 9.5052, 9.5216, 6.7928
Si, -0.0018, 2.7135, 8.1768
Si, 2.7089, 0.0145, 8.1651
Si, -0.0009, 8.1619, 8.1539
Si, 2.7371, 5.4541, 8.164
Si, 5.4411, 2.7193, 8.1559
Si, 8.1695, -0.0003, 8.1741
Si, 5.4531, 8.1762, 8.1756
Si, 8.1706, 5.4438, 8.1697
Si, 1.3722, 4.0846, 9.4997
Si, 4.0735, 1.3764, 9.5219
Si, 1.3598, 9.5249, 9.5216
Si, 4.1016, 6.8172, 9.5168
Si, 6.8092, 4.0733, 9.5215
Si, 9.5222, 1.3669, 9.5376
Si, 6.8064, 9.5445, 9.5297
Si, 9.5275, 6.8098, 9.5261
Si, -0.0118, -0.0095, 10.8834
Si, 2.729, 2.7576, 10.8713
Si, 0.0029, 5.4249, 10.8599
Si, 2.7622, 8.188, 10.8779
Si, 5.4558, 0.0306, 10.8816
Si, 8.1823, 2.7405, 10.9079
Si, 5.4453, 5.4442, 10.8629
Si, 8.1641, 8.1844, 10.8825
Si, 1.3599, 1.3872, 12.1849
Si, 4.077, 4.1247, 12.2416
Si, 1.3884, 6.7857, 12.1623
Si, 4.1379, 9.5459, 12.2589
Si, 6.7981, 1.3991, 12.2537
Si, 9.5537, 4.0927, 12.2863
Si, 6.8156, 6.7898, 12.2088
Si, 9.4979, 9.5452, 12.2741
Si, 0.0078, 2.6575, 13.6224
Si, 2.7521, 0.0856, 13.528
Si, 0.0498, 8.1286, 13.5027
Si, 2.6862, 5.4621, 13.5989
Si, 5.4704, 2.8121, 13.5915
Si, 8.1078, 0.0329, 13.6564
Si, 5.4893, 8.122, 13.6003
Si, 8.2027, 5.5194, 13.6137
Si, 1.3221, 4.065, 14.9598
Si, 4.0251, 1.5084, 14.9114
Si, 1.3487, 9.5956, 14.7639
Si, 4.0208, 6.8615, 14.9496
Si, 6.8625, 4.1679, 14.9815
Si, 9.5116, 1.341, 15.0499
Si, 6.9225, 9.3782, 15.0135
Si, 9.6135, 6.8596, 14.9831
Si, -0.3104, -0.4511, 16.1761
Si, 2.976, 3.0592, 16.2928
Si, -0.2508, 5.177, 16.2517
Si, 2.7708, 8.452, 16.1828
Si, 5.3802, -0.6939, 16.5523
Si, 8.3845, 2.9771, 16.335
Si, 5.2519, 5.3428, 16.2396
Si, 8.8403, 8.6869, 16.2488
Si, 6.3257, 0.0284, 23.9204
Si, -1.1323, 1.2854, 26.8557
Si, 22.0117, 32.3585, 19.2196
Si, -26.474, -1.3664, 26.6036
Si, -4.0188, -8.5659, 19.0564
Si, 8.7244, 19.8388, 19.3535
Si, -11.2335, 13.4547, 22.6064
Si, -3.3006, 28.3823, 22.7211
Si, -37.2636, 43.1051, 19.5562
Si, -4.2534, 13.8762, 24.1091
Si, -13.7786, 36.4083, 21.4683
Si, -12.2352, 14.6073, 25.1742
Si, -1.5294, 10.8726, 23.9978
Si, 12.4634, 6.6643, 18.2747
Si, -17.3425, 16.6679, 18.9603
Si, -39.7053, 13.7417, 19.1131
Si, -0.5417, 28.2464, 26.128
Si, -16.8347, 18.1213, 21.6707
Si, -33.1931, 7.9583, 23.5036
Si, -10.597, 29.7146, 20.6063
Si, -6.7145, 10.1489, 21.7063
Si, 5.2482, 27.42, 24.1168
Si, -17.4117, 17.8662, 26.7275
Si, 12.8887, 1.341, 21.0931
O, -16.2884, 8.114, -1.6393
O, -14.428, 25.3243, -8.5744
O, -5.8799, -10.1161, -12.5692
O, -4.8055, 9.7671, -3.5503
O, 8.8881, 18.3074, -5.4254
O, -3.1763, 9.3967, -1.4364
O, 1.7655, 36.4587, -0.3427
O, -1.3866, 24.8878, -7.0949
O, 4.1744, 4.3471, -8.9389
O, -34.1984, 0.3774, -3.0035
O, -13.9216, 32.4972, -5.1543
O, -14.7523, 13.8885, -6.0388
O, 2.9727, 29.4574, -1.3864
O, 11.357, 5.7125, -10.9623
O, 0.064, 18.0636, -3.7777
O, 8.013, 14.1373, -3.6543
O, -6.3175, 16.8843, 22.6638
O, 4.3516, -4.4579, 25.2011
O, -9.6003, -1.2648, 27.9667
O, -23.1453, 10.3772, 19.3648
O, -6.8953, 31.1401, 16.7928
O, 11.4497, -5.1457, 27.049
O, -12.3853, 5.252, 25.6482
O, -2.3035, 30.1422, 17.8433
O, -9.9892, 9.3063, 19.9723
O, -0.8127, 1.1196, 23.1196
O, 7.7365, 2.3498, 17.6874
O, 8.0306, -16.4555, 21.8321
O, 0.8892, 22.7252, 19.9699
O, 6.7327, 25.7048, 28.1238
O, -16.4768, 13.2061, 18.6457
O, 11.3469, 10.7313, 17.6176
O, -17.5947, 15.027, 16.4183
O, -6.8598, -13.2277, 21.9652
O, -17.0455, 6.8453, 20.1129
O, -5.4103, 10.7912, 27.2813
O, -12.1932, 18.4829, 26.9965
O, -27.4177, 32.5194, 22.7424
O, 2.7407, 21.8232, 21.7837
O, -14.722, 11.8309, 19.8834
O, 6.1136, 12.4061, 24.5131
O, 5.5846, -15.9644, 17.7925
O, 1.184, 13.2325, 22.0828
O, 7.6442, 7.2556, 28.7073
O, -4.3616, 29.297, 21.8968
O, -31.5279, 17.6948, 19.8208
O, 10.2739, 13.625, 26.2545
O, -0.6673, 20.417, 23.811
O, -15.6551, 10.3526, 17.9586
O, -21.3383, 29.5476, 22.2005
O, -23.0732, -13.8841, 20.2214
O, -29.8845, 2.6659, 17.8795
O, -22.217, 68.968, 23.8198
O, 12.6055, 29.7961, 17.3808
O, -1.3798, 14.9888, 16.7572
O, -2.5004, 34.393, 27.6333
O, 3.0552, 6.0721, 18.1748
O, -3.6187, 20.1152, 19.9745
O, -14.9851, 6.1764, 24.0698
O, 4.7379, 5.678, 27.5995
O, 4.8323, 10.3326, 20.229
O, -18.5542, 13.0003, 20.3845
O, -28.8648, 12.5621, 28.2037
O, -27.239, 4.0487, 24.3839

Results
free energy: -118374.261 eV
free energy less fixed offsets of O -570.45, Si -639.56 eV per atom: -1.781 eV

Forces (eV/angstrom), in the order of the atoms: element, x, y, z
Si, -0.0024, 0.0019, -0.0327
Si, -0.0006, 0.002, -0.0466
Si, -0.0017, 0.0209, -0.1181
Si, 0.0107, -0.0197, -0.0978
Si, 0.0198, -0.0181, -0.1015
Si, 0.0087, -0.0219, -0.0921
Si, -0.0145, 0.0145, -0.1017
Si, 0.0048, -0.0015, -0.1608
Si, -0.0012, -0.0102, 0.0056
Si, 0.0016, 0.0006, 0.0053
Si, 0.0023, -0.0008, 0.0047
Si, -0.0015, 0.0006, 0.0056
Si, -0.001, -0.0013, 0.0043
Si, 0.0018, -0.0011, 0.0064
Si, 0.0198, 0.0169, -0.0386
Si, 0.0043, -0.0021, 0.0111
Si, -0.0018, 0.0001, -0.0002
Si, 0.0047, 0.0038, -0.0004
Si, -0.0049, 0.0023, -0.0015
Si, -0.0026, 0.0018, -0.0023
Si, 0.0003, -0.0017, -0.0007
Si, 0.006, -0.0015, -0.0028
Si, -0.0029, 0.0034, 0.0003
Si, 0.0069, -0.0018, 0.0026
Si, 0.0004, -0.0014, 0.0008
Si, -0.0011, -0.0021, 0.0006
Si, -0.0011, -0.0011, 0.0011
Si, 0.0022, -0.0002, 0.0006
Si, -0.0011, 0.0019, -0.0006
Si, -0.0003, 0, 0.0003
Si, 0.0002, 0.0015, 0.0009
Si, 0.0022, -0.001, 0.0005
Si, 0.0002, -0.0006, 0.0006
Si, 0.0004, 0.0004, -0.0004
Si, -0.0014, -0.0001, 0.0007
Si, -0.0005, 0.0001, -0.0001
Si, 0.0002, -0.0006, 0.0002
Si, 0.0021, -0.0009, 0.0005
Si, 0, -0.0004, 0.0004
Si, 0.0004, -0.0007, 0.0006
Si, 0.0004, -0.0002, 0.0007
Si, -0.0005, -0.0004, 0.0008
Si, 0.0002, -0.0002, 0.0002
Si, -0.0001, -0.0007, 0.0011
Si, 0.0002, -0.0001, 0.0002
Si, 0.0004, -0.0004, 0.0008
Si, -0.0001, 0, 0.0003
Si, 0.0003, -0.0003, 0.0005
Si, -0.0003, -0.0003, 0.0009
Si, -0.0002, -0.0005, 0.0009
Si, -0.0003, -0.0006, 0.001
Si, -0.0001, -0.0006, 0.0011
Si, -0.0005, -0.0003, 0.0007
Si, 0.0004, -0.0002, 0.0014
Si, 0.0001, -0.0002, 0.0009
Si, -0.0002, -0.0004, 0.0009
Si, 0.0002, -0.0004, 0.0011
Si, -0.0002, -0.0005, 0.0012
Si, -0.0002, -0.0007, 0.0012
Si, 0, -0.0001, 0.0009
Si, 0.0003, -0.0003, 0.0011
Si, -0.0003, -0.001, 0.0009
Si, -0.0004, -0.0004, 0.0012
Si, 0, -0.0002, 0.0013
Si, 0.0001, 0, 0.001
Si, 0, -0.0003, 0.001
Si, -0.0005, 0.0002, 0.0008
Si, 0.0007, 0.0005, 0.0006
Si, -0.0005, -0.0004, 0.0007
Si, -0.0001, 0.0002, 0.0004
Si, 0.0003, -0.0007, 0.001
Si, -0.0006, -0.0006, 0.0014
Si, -0.0016, -0.0016, -0.0002
Si, 0.0014, -0.0002, 0.0008
Si, 0.0001, 0.0002, 0.0013
Si, -0.0002, 0.0008, 0.0006
Si, -0.0007, 0.0008, -0.0003
Si, 0.0004, -0.0006, 0.0011
Si, -0.0002, -0.0007, 0.0009
Si, 0.0012, -0.0019, 0.0004
Si, -0.0008, 0.0002, -0.0013
Si, 0.0019, 0.0024, 0.0024
Si, 0.0001, 0.0018, -0.0021
Si, 0.0013, -0.0024, 0.0003
Si, -0.0057, -0.0004, 0.0021
Si, 0.0025, -0.0002, -0.0009
Si, -0.0009, 0.0005, -0.0017
Si, 0.0019, 0.0003, 0.0007
Si, -0.0011, 0.0018, 0.0081
Si, -0.0179, 0.0106, -0.0265
Si, 0, 0.0001, 0.0043
Si, -0.0032, 0.0002, 0.0055
Si, 0.001, -0.0007, 0.0066
Si, 0.0014, -0.0005, 0.007
Si, 0.0044, -0.0011, 0.0097
Si, 0.0016, -0.0009, 0.0084
Si, -0.0378, -0.014, -0.0923
Si, -0.0118, 0.0033, -0.1351
Si, -0.0112, -0.0098, -0.1002
Si, 0.0155, 0.0044, -0.0987
Si, -0.0314, -0.0021, -0.1606
Si, 0.0282, 0.024, -0.1273
Si, 0.0058, -0.0068, -0.1269
Si, 0.0168, 0.0157, -0.1088
Si, -0.0512, 0.0389, -0.2775
Si, -0.0187, 0.0136, -0.2297
Si, -0.0297, -0.0071, -0.261
Si, -0.0006, -0.0167, -0.246
Si, -0.0017, -0.043, -0.2624
Si, -0.0088, 0.0011, -0.2514
Si, 0.0628, -0.0091, -0.2695
Si, -0.0144, 0.0064, -0.2302
Si, 0.0396, 0.006, -0.2487
Si, -0.0166, -0.0002, -0.2299
Si, -0.0232, -0.0101, -0.283
Si, -0.0273, -0.0001, -0.268
Si, 0.0291, -0.0198, -0.2826
Si, -0.0145, -0.0061, -0.2353
Si, -0.0165, -0.0496, -0.2668
Si, -0.0151, 0.0289, -0.2355
Si, -0.0245, 0.0088, -0.2828
Si, -0.036, 0.0306, -0.2803
Si, 0.0102, 0.0082, -0.3128
Si, 0.0176, 0.0007, -0.293
Si, -0.0458, -0.0021, -0.2552
Si, 0.0419, -0.0083, -0.2773
Si, 0.041, -0.0142, -0.2487
Si, 0.0325, -0.0069, -0.2518
O, -0.0094, -0.0009, 0.0794
O, 0.0514, 0.0568, 0.1826
O, 0.0249, -0.0331, 0.0671
O, -0.0011, -0.0593, 0.1936
O, 0.0329, 0.0136, 0.1039
O, 0.0503, -0.0193, 0.1021
O, 0.01, -0.0132, 0.0493
O, 0.0323, -0.0131, 0.1157
O, 0.0071, 0.0033, 0.0774
O, 0.0338, 0.0509, 0.2357
O, 0.0102, 0.0016, 0.0971
O, -0.0379, -0.0217, 0.1791
O, -0.0493, 0.0396, 0.1113
O, 0.0514, 0.0459, 0.1232
O, 0.006, -0.0599, 0.1926
O, 0.0634, 0.0079, 0.1086
O, 0.0172, -0.056, 0.1724
O, -0.0459, 0.0562, 0.1962
O, 0.004, 0.0004, 0.0462
O, -0.0021, -0.0049, 0.0795
O, 0.0191, 0.0186, 0.0615
O, 0.0422, -0.0462, 0.152
O, 0.0277, 0.0397, 0.1032
O, -0.0078, 0.0094, 0.2063
O, 0.0049, -0.0338, 0.1034
O, -0.0443, -0.0541, 0.1322
O, -0.0603, -0.0237, 0.1815
O, -0.0062, 0.0383, 0.1025
O, 0.0444, 0.0445, 0.1359
O, -0.0012, -0.0007, 0.0581
O, 0.0063, 0.0055, 0.0804
O, 0.0283, 0.0089, 0.1895
O, 0.0003, 0.0008, 0.0647
O, 0.0095, -0.0071, 0.0846
O, 0.0301, 0.0594, 0.1985
O, -0.0422, 0.0517, 0.1328
O, -0.0375, 0.0527, 0.1285
O, 0.0968, 0.0287, 0.1799
O, 0.0218, -0.026, 0.0881
O, 0.0034, -0.0036, 0.0907
O, 0.0045, -0.0037, 0.0848
O, -0.0271, 0.018, 0.1649
O, -0.0784, 0.0401, 0.1233
O, -0.0345, -0.0349, 0.0748
O, 0.0445, -0.026, 0.1066
O, -0.0411, 0.0339, 0.1556
O, 0.0245, -0.0735, 0.1463
O, -0.016, 0.0319, 0.0995
O, 0.0265, 0.0209, 0.1899
O, -0.0358, -0.0046, 0.2204
O, 0.0366, -0.0293, 0.1154
O, 0.039, -0.0079, 0.1736
O, -0.0373, 0.0437, 0.1801
O, -0.0243, -0.0491, 0.1189
O, -0.0071, -0.0056, 0.0515
O, -0.0348, 0.0326, 0.1096
O, 0.0276, -0.0065, 0.0999
O, -0.0212, -0.0021, 0.0892
O, -0.0334, -0.0194, 0.1227
O, 0.0315, -0.049, 0.1279
O, -0.0634, -0.014, 0.1514
O, -0.0495, -0.0485, 0.1349
O, -0.0122, 0.0092, 0.0476
O, -0.01, 0.0015, 0.0826

The program warned: the cutoff lies below the one the program advises for these potential files; the forces do not sum to zero within the program's tolerance; empty levels may hold ghost states of the PAW files; the exchange-correlation potential is rough where the density is thin.
